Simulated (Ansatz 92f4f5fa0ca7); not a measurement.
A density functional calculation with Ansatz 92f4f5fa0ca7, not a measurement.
Periodic cell of 348 atoms, Si240O108, from a study of silicon, its oxide and their interface. The atomic structure is a simulated model.
Doubt: the cutoff is far below the 930 eV that the study's wrapper takes by default for these files, so forces and energies are approximate.

Settings: functional PBE; potential files Ansatz PAW; basis plane waves; wave-function cutoff 580 eV; density cutoff ratio 5; exchange-correlation grid ratio 1; k mesh 1 x 1 x 1, Gamma-centred; self-consistency stop 5e-08 eV per atom in the density residual; occupations fixed; spin none; net charge 0.

Cell vectors (angstrom)
a	11.6015	0	0
b	0	13.3963	0
c	0	0	40.0362

Atoms: element, x, y, z (angstrom)
Si	0	2.2327	1.1851
Si	3.8672	2.2327	1.1851
Si	7.7343	2.2327	1.1851
Si	1.9336	5.5818	1.1851
Si	5.8008	5.5818	1.1851
Si	9.6679	5.5818	1.1851
Si	0	8.9308	1.1851
Si	3.8672	8.9308	1.1851
Si	7.7343	8.9308	1.1851
Si	1.9336	12.2799	1.1851
Si	5.8008	12.2799	1.1851
Si	9.6679	12.2799	1.1851
Si	1.9336	1.1164	1.9745
Si	5.8008	1.1164	1.9745
Si	9.6679	1.1164	1.9745
Si	0	4.4654	1.9745
Si	3.8672	4.4654	1.9745
Si	7.7343	4.4654	1.9745
Si	1.9336	7.8145	1.9745
Si	5.8008	7.8145	1.9745
Si	9.6679	7.8145	1.9745
Si	0	11.1635	1.9745
Si	3.8672	11.1635	1.9745
Si	7.7343	11.1635	1.9745
Si	1.9336	1.1164	4.3426
Si	5.8008	1.1164	4.3426
Si	9.6679	1.1164	4.3426
Si	0	4.4654	4.3426
Si	3.8672	4.4654	4.3426
Si	7.7343	4.4654	4.3426
Si	1.9336	7.8145	4.3426
Si	5.8008	7.8145	4.3426
Si	9.6679	7.8145	4.3426
Si	0	11.1635	4.3426
Si	3.8672	11.1635	4.3426
Si	7.7343	11.1635	4.3426
Si	0	0	35.6956
Si	3.8672	0	35.6956
Si	7.7343	0	35.6956
Si	1.9336	3.3491	35.6956
Si	5.8008	3.3491	35.6956
Si	9.6679	3.3491	35.6956
Si	0	6.6981	35.6956
Si	3.8672	6.6981	35.6956
Si	7.7343	6.6981	35.6956
Si	1.9336	10.0472	35.6956
Si	5.8008	10.0472	35.6956
Si	9.6679	10.0472	35.6956
Si	0	0	38.0638
Si	3.8672	0	38.0638
Si	7.7343	0	38.0638
Si	1.9336	3.3491	38.0638
Si	5.8008	3.3491	38.0638
Si	9.6679	3.3491	38.0638
Si	0	6.6981	38.0638
Si	3.8672	6.6981	38.0638
Si	7.7343	6.6981	38.0638
Si	1.9336	10.0472	38.0638
Si	5.8008	10.0472	38.0638
Si	9.6679	10.0472	38.0638
Si	0	2.2327	38.8532
Si	3.8672	2.2327	38.8532
Si	7.7343	2.2327	38.8532
Si	1.9336	5.5818	38.8532
Si	5.8008	5.5818	38.8532
Si	9.6679	5.5818	38.8532
Si	0	8.9308	38.8532
Si	3.8672	8.9308	38.8532
Si	7.7343	8.9308	38.8532
Si	1.9336	12.2799	38.8532
Si	5.8008	12.2799	38.8532
Si	9.6679	12.2799	38.8532
Si	0.0933	-0.0351	28.6943
Si	3.8983	0.1334	28.6046
Si	7.7968	0.0844	28.4746
Si	2.2069	3.4135	28.6198
Si	5.847	3.4376	28.7648
Si	9.898	2.9842	28.346
Si	0.0856	6.9119	28.5037
Si	3.8677	6.7861	28.5743
Si	7.5608	6.8107	28.7413
Si	2.0728	10.2299	28.4888
Si	5.8555	10.1315	28.5806
Si	9.6806	10.0252	28.5597
Si	0.2373	2.1822	29.3382
Si	3.9945	2.2695	29.6089
Si	7.8399	2.2779	29.2949
Si	1.93	5.656	29.3484
Si	5.7322	5.6445	29.5519
Si	9.6947	5.987	29.3461
Si	0.1364	9.1115	29.2677
Si	3.9175	9.014	29.3352
Si	7.7477	9.0309	29.467
Si	2.0435	12.3393	29.4426
Si	5.8545	12.3804	29.2811
Si	9.6787	12.2924	29.3192
Si	0.0511	2.2912	31.7093
Si	3.903	2.2445	31.9163
Si	7.7895	2.2786	31.6887
Si	1.9387	5.6247	31.7298
Si	5.7708	5.6197	31.8731
Si	9.6614	5.6814	31.7162
Si	0.0419	8.9818	31.6739
Si	3.8791	8.9852	31.7214
Si	7.7397	8.9859	31.812
Si	1.9594	12.3196	31.7927
Si	5.823	12.3348	31.6862
Si	9.6797	12.2917	31.7028
Si	1.936	1.149	32.5864
Si	5.8723	1.1431	32.5547
Si	9.7112	1.1439	32.4859
Si	-0.0094	4.5252	32.5055
Si	3.8408	4.4992	32.6
Si	7.7543	4.5044	32.5243
Si	1.9507	7.8571	32.5164
Si	5.7957	7.8683	32.5708
Si	9.7008	7.8874	32.5357
Si	0.0141	11.1888	32.5215
Si	3.9015	11.2091	32.5344
Si	7.7382	11.2233	32.5417
Si	1.9295	1.1164	34.934
Si	5.8159	1.1135	34.9156
Si	9.6736	1.1182	34.8773
Si	-0.0026	4.4698	34.8874
Si	3.8588	4.4696	34.9422
Si	7.7402	4.4653	34.8978
Si	1.9337	7.8187	34.8946
Si	5.7975	7.824	34.9248
Si	9.6775	7.825	34.9055
Si	0	11.1635	34.8969
Si	3.8747	11.1661	34.9041
Si	7.7326	11.1725	34.9084
Si	-0.0046	0.0059	5.1389
Si	3.8755	-0.0053	5.1036
Si	7.7307	-0.0106	5.1301
Si	1.9231	3.3435	5.1532
Si	5.797	3.3534	5.1224
Si	9.676	3.3541	5.1525
Si	0.0027	6.6955	5.1362
Si	3.8653	6.6841	5.1553
Si	7.7283	6.689	5.1084
Si	1.9338	10.0406	5.1244
Si	5.7912	10.0451	5.1258
Si	9.6641	10.0473	5.1114
Si	-0.0168	-0.0112	7.512
Si	3.894	-0.0466	7.4502
Si	7.715	-0.0624	7.4966
Si	1.8883	3.291	7.5395
Si	5.7822	3.3273	7.4823
Si	9.6734	3.3437	7.5371
Si	-0.0056	6.6722	7.5073
Si	3.8426	6.6116	7.5427
Si	7.7006	6.6467	7.4598
Si	1.9189	10.0047	7.4863
Si	5.7447	9.9969	7.4884
Si	9.6335	10.0215	7.4639
Si	-0.0409	2.1888	8.4229
Si	3.8574	2.171	8.2327
Si	7.721	2.1924	8.1985
Si	1.8876	5.5082	8.3635
Si	5.807	5.5295	8.3554
Si	9.6414	5.6117	8.3005
Si	-0.04	8.9213	8.2508
Si	3.8239	8.8419	8.3007
Si	7.6906	8.8758	8.1866
Si	1.9509	12.2604	8.1919
Si	5.7824	12.2084	8.3301
Si	9.6595	12.2371	8.2845
Si	-0.1112	2.1482	10.8667
Si	3.8503	2.1166	10.5775
Si	7.7054	2.1652	10.525
Si	1.8428	5.4392	10.7676
Si	5.8267	5.4659	10.7673
Si	11.3932	4.4433	11.5517
Si	-0.0751	8.9593	10.6069
Si	3.7604	8.7521	10.6769
Si	7.6031	8.8388	10.515
Si	1.9683	12.2648	10.5206
Si	5.7367	12.1502	10.7311
Si	9.6247	12.1726	10.6554
Si	1.9349	1.0452	11.45
Si	5.8235	1.0252	11.3665
Si	9.4771	0.964	11.4952
Si	-1.9837	5.7054	10.6743
Si	3.8595	4.3079	11.3721
Si	7.85	4.339	11.4439
Si	1.7263	7.7022	11.4119
Si	5.7511	7.7122	11.4766
Si	9.5584	8.0205	11.504
Si	0.0797	11.207	11.3428
Si	3.7532	10.9749	11.4137
Si	7.6945	10.9945	11.3853
O	27.1883	-9.3774	13.0087
O	5.9349	7.7735	13.1446
O	9.0169	0.8386	13.1122
O	9.4716	8.5663	13.1158
O	2.1514	0.8999	13.0961
O	6.1187	1.0265	13.0081
O	1.3052	7.6823	13.042
O	0.4709	11.4568	12.9493
O	3.4993	10.6718	13.0484
O	-0.6639	4.5781	13.1778
O	8.2708	4.0471	13.0476
O	7.8093	10.6867	13.0331
O	5.515	3.4981	27.1336
O	2.1777	10.4708	26.8353
O	-23.0998	0.1204	27.0451
O	11.7092	6.7867	26.8385
O	-27.7328	-6.6341	27.1348
O	21.6803	4.5852	28.5705
O	9.5455	9.7728	26.9149
O	3.8752	6.8762	26.9105
O	5.8451	10.0329	26.9161
O	9.961	2.7716	26.6915
O	2.7532	3.4331	27.0176
O	3.7505	0.223	26.9464
Si	6.4396	10.632	25.521
Si	2.0629	12.2313	16.2008
Si	11.5575	8.6643	23.8839
Si	2.0355	6.9995	14.3246
Si	2.6658	1.3119	14.5855
Si	3.6609	6.3221	25.3889
Si	7.8759	6.3304	25.7879
Si	-1.0025	9.7842	21.3799
Si	10.8142	4.6049	18.2087
Si	7.997	2.0955	23.8122
Si	5.5868	0.2626	14.3381
Si	-0.5051	12.9967	25.6375
Si	9.6004	4.1169	14.021
Si	9.8009	3.9376	25.5382
Si	3.4228	5.3465	18.5967
Si	4.2577	-1.7575	23.7861
Si	9.7579	1.0403	14.567
Si	1.2377	3.7364	22.0641
Si	8.2184	7.7176	18.4918
Si	3.9633	4.8964	21.6074
Si	4.3289	10.9027	14.4375
Si	7.11	0.6475	19.6655
Si	11.3709	11.8602	14.3628
Si	5.4511	5.4416	16.3339
Si	7.7166	-0.1198	16.642
Si	13.2358	10.6653	25.3067
Si	12.6502	6.9927	17.2575
Si	2.1247	13.1371	19.1653
Si	8.3804	5.1636	16.6024
Si	1.5797	2.8897	18.9634
Si	4.7232	12.9435	21.0758
Si	-0.7948	9.0694	18.422
Si	5.8887	6.6793	23.4435
Si	3.7224	14.0937	25.3847
Si	1.0747	0.9577	23.6883
Si	-1.5016	4.721	21.2331
Si	0.0579	-0.6445	21.4223
Si	9.4414	14.9172	21.317
Si	9.0915	9.1368	25.4832
Si	8.4724	10.1204	16.866
Si	8.0046	13.3248	26.0965
Si	8.272	7.429	21.4696
Si	5.687	15.6747	21.6972
Si	5.0962	7.9571	14.5397
Si	0.4257	6.1413	25.3644
Si	3.1992	4.2247	14.4133
Si	4.1844	3.4862	26.185
Si	8.9018	9.8752	13.9457
O	8.7509	1.1292	22.7422
O	9.0495	0.5335	15.9556
O	0.1757	3.2776	18.2002
O	2.1537	12.2229	17.817
O	6.863	4.5958	16.3201
O	2.0483	6.1574	25.1267
O	10.5946	5.1195	19.7349
O	4.7992	14.3249	21.9544
O	2.3835	2.8894	14.869
O	1.9107	1.313	18.7534
O	7.2256	0.5383	18.0503
O	5.6739	6.9484	15.6919
O	2.205	0.7207	24.8251
O	4.2403	4.8002	25.243
O	-0.0809	5.8148	17.3597
O	4.2497	1.0544	14.7661
O	-0.1565	4.6018	22.1771
O	6.9216	12.1633	25.7439
O	-3.5487	6.5892	17.3327
O	3.6418	5.6286	20.1852
O	10.2133	9.4617	24.3628
O	9.4621	3.1743	21.157
O	6.6562	2.6298	22.9929
O	7.6491	9.1579	17.9263
O	9.8227	7.8167	18.7333
O	9.0597	3.2903	24.2211
O	7.6775	9.7391	24.9896
O	6.8675	5.9891	24.562
O	9.9778	2.6605	14.7009
O	6.4877	2.0473	20.272
O	4.8736	5.5167	17.8625
O	8.9406	7.5196	25.4924
O	9.337	4.2551	17.5826
O	1.2761	7.3877	15.6938
O	8.2633	9.4293	15.3843
O	9.1155	5.9829	21.7187
O	0.1231	9.0211	22.3
O	4.5831	7.2467	24.3478
O	4.6184	3.4376	21.3792
O	0.6015	8.4184	17.9157
O	1.2175	9.1891	24.7614
O	6.5626	0.3183	15.6059
O	5.3286	10.5482	24.3421
O	7.9225	11.6613	16.8652
O	-0.5337	-3.566	19.8262
O	8.738	5.0117	26.1343
O	10.0572	10.0657	17.3465
O	2.4182	6.4778	17.9742
O	10.0152	10.9758	14.4126
O	11.0804	13.477	14.4291
O	4.3265	4.6184	15.5017
O	-0.1721	7.0673	24.1543
O	2.7891	3.8413	18.3835
O	10.8951	0.8036	21.2793
O	11.9263	11.6428	25.2483
O	2.7768	11.1883	24.2777
O	2.063	5.3724	14.2169
O	1.4081	3.1666	20.5537
O	11.2542	4.6759	25.25
O	6.1719	12.8207	20.2746
O	1.1597	-0.2709	22.5947
O	5.3899	12.0706	14.0309
O	4.4251	11.7465	22.1567
O	6.995	7.5445	22.5335
O	7.6354	14.6316	25.1597
O	0.897	12.5248	20.0468
O	8.6603	0.6887	20.1518
O	1.1939	2.4619	23.0836
O	3.3728	11.4384	15.6369
O	4.596	-0.3203	24.4786
O	5.1177	5.7286	22.3805
O	-2.3866	8.8267	21.5546
O	7.5928	7.3537	19.9586
O	3.5378	12.978	19.9625
O	0.7367	11.4713	15.6182
O	3.556	7.543	14.2745
O	4.3316	2.1917	25.2181
O	9.2118	5.2112	15.1838
O	-0.3352	0.7661	24.5011
O	2.5325	4.6967	22.4015
O	5.0936	9.5457	14.9531
O	9.4949	12.7126	25.7526
O	1.9601	0.3908	15.7137
O	-0.908	11.4307	21.7513

Results
free energy: -213988.434 eV
free energy less fixed offsets of O -568.88, Si -635.61 eV per atom: -2.994 eV

Forces (eV/angstrom), in the order of the atoms: element, x, y, z
Si	-0.003	0.0019	0.009
Si	0.0056	0.0086	0.0091
Si	-0.0049	0.0136	-0.0237
Si	-0.0017	0.0072	-0.0124
Si	0.0085	0.0138	0.0308
Si	-0.0001	0.0021	0.0052
Si	0.0013	0.0044	0.0261
Si	-0.0014	0.0212	-0.0156
Si	0.0062	0.0129	0.0122
Si	0.0112	-0.0021	0.0018
Si	0.0039	0.0081	-0.0008
Si	0.0015	-0.0073	0.0147
Si	-0.0129	-0.0061	-0.0075
Si	0.0316	0.0017	-0.0025
Si	-0.0177	0.0082	-0.0031
Si	0.0067	-0.0136	0.0014
Si	-0.0496	-0.0258	-0.0063
Si	0.0256	-0.0579	-0.004
Si	0.0248	-0.0435	-0.0049
Si	-0.045	-0.0232	-0.0061
Si	0.0037	-0.0276	-0.0083
Si	0.0026	0.0165	-0.0051
Si	-0.0133	-0.0338	0
Si	-0.0283	-0.0232	0.0012
Si	-0.0297	0.0129	0.0485
Si	0.0711	0.0162	-0.0805
Si	-0.0485	0.0494	0.0978
Si	0.01	-0.0203	0.0004
Si	-0.1234	-0.045	0.0452
Si	0.0606	-0.1016	-0.0433
Si	0.0535	-0.0928	0.0399
Si	-0.1276	-0.0563	0.0314
Si	0.0181	-0.0641	0.0099
Si	0.0222	0.04	0.0335
Si	-0.0324	-0.0655	-0.1578
Si	-0.0924	-0.0431	-0.0902
Si	-0.0984	-0.0214	0.0118
Si	0.0777	0.0003	-0.0158
Si	0.1604	0.0383	0.0729
Si	-0.1457	0.0499	0.1084
Si	0.071	0.0121	-0.027
Si	0.0527	-0.0208	-0.0932
Si	0.0493	0.0087	-0.0476
Si	-0.0617	0.103	0.0994
Si	0.0557	0.0238	-0.1143
Si	0.0263	0.0243	-0.088
Si	0.0273	0.0926	0.1089
Si	0.0011	0.0779	-0.0082
Si	-0.035	-0.0075	0.001
Si	0.0276	0.0135	0.0028
Si	0.0523	0.0279	-0.0042
Si	-0.0474	0.024	0.0029
Si	0.0214	0.0099	0.0084
Si	0.0113	-0.0066	0.0003
Si	0.0178	0.0064	0.0006
Si	-0.0242	0.0512	0.001
Si	0.0233	0.0186	0.0107
Si	0.0142	0.0138	0.0044
Si	0.0046	0.0409	-0.0011
Si	-0.0024	0.0341	0.0101
Si	0.0047	-0.0012	0.0048
Si	-0.0063	-0.008	-0.0178
Si	0.0063	-0.0162	0.0034
Si	0.0013	-0.01	0.01
Si	-0.0117	-0.0134	-0.0243
Si	0.0027	-0.0025	-0.0171
Si	-0.0018	-0.0048	-0.0202
Si	0.0035	-0.02	0.0091
Si	-0.0085	-0.007	-0.0083
Si	-0.01	0.0027	-0.0173
Si	-0.0019	-0.0101	0.0008
Si	-0.0053	0.0066	0.0207
Si	0.0016	0.0014	-0.0008
Si	0.0004	0.0019	-0.0036
Si	-0.0017	-0.0038	-0.0001
Si	0.0014	0.002	-0.0024
Si	0.0007	0	-0.0043
Si	0.0029	-0.0026	0.0077
Si	0.005	0	-0.0025
Si	-0.0001	-0.0025	-0.0061
Si	0.007	0.0033	-0.0003
Si	-0.0027	0.0002	0.0043
Si	-0.0002	0.003	-0.0011
Si	-0.0025	0.0001	-0.0043
Si	-0.0096	0.0017	-0.0005
Si	-0.003	0.0005	0.0057
Si	-0.0018	-0.0029	-0.0002
Si	0.0075	-0.0017	0.0047
Si	-0.0004	-0.0028	0.0032
Si	-0.0073	0.009	0.0113
Si	-0.0021	0.0009	0.0037
Si	-0.0012	-0.0007	0.0033
Si	-0.0038	0.0036	0.0042
Si	-0.001	-0.0009	0.0031
Si	0.0052	0.0004	0.0031
Si	-0.0018	0.0018	0.001
Si	0.0005	-0.0012	-0.001
Si	0.0014	-0.0004	0.0003
Si	0.0021	-0.0008	0.0006
Si	-0.0011	0.0004	-0.0004
Si	0.0009	0.0006	0.0005
Si	0.0027	0.0001	-0.0028
Si	0.0011	0.0018	-0.0029
Si	-0.0009	0.0009	-0.0028
Si	0.0001	0.0016	-0.0002
Si	0.0016	0	0
Si	0.0013	0.0005	0.0006
Si	-0.0002	0.0009	0.0001
Si	-0.001	-0.0007	0.0003
Si	0	-0.0003	0.0002
Si	0.0005	-0.0002	0.0006
Si	0.0012	-0.0003	0.0024
Si	0.0002	0.0006	0.0005
Si	-0.0002	0.0003	-0.0008
Si	0.0001	0.001	0.0009
Si	-0.0003	0.001	0.001
Si	0.0007	0.0022	0.0016
Si	0.0015	-0.0006	0.0001
Si	-0.0004	-0.0021	0
Si	0.0007	-0.0006	0.0004
Si	-0.0007	-0.0004	0.0019
Si	0.0011	-0.0006	0.0013
Si	-0.0009	-0.0006	0.0005
Si	0	-0.0002	0.0015
Si	0.0002	0.0012	0.0015
Si	0.0005	-0.0007	0.0015
Si	0.0001	-0.0005	-0.0011
Si	0.0004	-0.0003	0.0016
Si	-0.0009	-0.0003	0.0009
Si	-0.0003	-0.0008	0.0007
Si	-0.0003	-0.0008	0.0009
Si	-0.0008	-0.0001	0.0002
Si	-0.0002	0.0004	0.0003
Si	0.0008	-0.0008	-0.0026
Si	0.0002	-0.0004	-0.001
Si	-0.0002	0.0004	-0.0004
Si	-0.0002	0.0007	-0.0006
Si	-0.0001	0.0006	0.0004
Si	-0.0001	0.0004	0.0001
Si	-0.0006	-0.0001	-0.0016
Si	0	-0.0004	-0.0011
Si	0.0002	0.0001	-0.001
Si	-0.0007	0.0004	-0.0007
Si	0.0007	0.0001	-0.0014
Si	-0.0017	-0.0007	-0.0013
Si	-0.0013	0.0003	0
Si	-0.0012	0.0004	0.0001
Si	0.0004	-0.0009	-0.0002
Si	0.0003	-0.0004	0.0005
Si	0.001	0.0018	-0.0011
Si	0.0011	0.0017	-0.0016
Si	0.0011	0	0.0005
Si	0.0008	0.0002	-0.001
Si	-0.0007	0.0005	-0.0005
Si	-0.0001	-0.0001	-0.0004
Si	-0.0005	-0.0001	-0.0006
Si	0.0004	-0.0005	0.0016
Si	-0.0002	-0.0001	0.0011
Si	-0.0007	-0.0005	0.0028
Si	-0.0011	0	0.0011
Si	-0.0014	-0.0006	0.0042
Si	-0.0007	-0.0014	-0.0002
Si	0.0015	-0.0014	0.0008
Si	-0.0001	0.0012	0.0025
Si	-0.0006	0.0001	0.0003
Si	-0.0001	-0.0013	-0.0004
Si	0.0003	-0.0019	-0.0024
Si	-0.0003	-0.001	0.001
Si	0.0035	-0.0003	-0.0056
Si	0.0031	-0.0022	-0.0033
Si	0.0022	-0.0002	-0.0037
Si	-0.0003	0.0012	-0.0021
Si	-0.0044	0.0008	-0.0029
Si	-0.0023	-0.0005	0.0047
Si	-0.0005	0.0009	-0.0006
Si	0.0014	0.0017	-0.006
Si	0.0031	0.0002	-0.0023
Si	-0.0002	0.0011	0.0009
Si	0.0003	0.0014	-0.0006
Si	-0.0019	0.0002	-0.0029
Si	-0.0012	0.0003	0.0113
Si	0.0008	-0.0029	0.0071
Si	-0.0011	-0.0012	0.007
Si	-0.0011	-0.0012	0.0005
Si	-0.0031	0.0004	0.0003
Si	0.0015	-0.0042	0.0031
Si	0.0008	-0.0006	0.0018
Si	0.0024	0.0032	0.0085
Si	-0.001	0.0022	0.0064
Si	0	0.0023	0.0053
Si	0.0004	-0.0016	0.004
Si	0.0021	-0.0022	0.0072
O	0.002	-0.0026	-0.0034
O	-0.0125	0.0025	0.0142
O	-0.0022	0.0013	-0.0082
O	0.0027	-0.008	-0.0076
O	0.0007	0.003	-0.0102
O	0.0004	0.0002	-0.0022
O	0.008	-0.0003	0.0105
O	0.0007	-0.0039	-0.0057
O	0.0053	0	0.0013
O	0.0052	0.0011	-0.0043
O	-0.005	-0.0002	-0.0047
O	-0.0045	0.0034	-0.0062
O	0.0027	-0.0001	0.0029
O	0.0039	0.004	0.0054
O	0.0002	0.0011	0.0028
O	-0.0045	0.0022	0.0149
O	-0.0014	0	0.003
O	0.001	-0.0115	-0.0129
O	-0.0019	0.0024	0.0089
O	-0.0001	0.0007	0.0074
O	0.0029	0.0014	-0.0017
O	0.0004	-0.0043	0.0044
O	-0.0019	0.0004	0.0022
O	-0.0003	0.0001	0.0033
Si	0.0053	-0.0016	-0.0024
Si	-0.0008	-0.0003	-0.0091
Si	-0.0035	0.0016	0.003
Si	0.0274	0.0128	0.0294
Si	0.0023	-0.0051	-0.0001
Si	0.0031	0.002	-0.0012
Si	-0.0033	0.0015	-0.0029
Si	-0.0033	0.0031	0.0046
Si	0.0025	0.0003	-0.0037
Si	-0.0018	0.0013	-0.0023
Si	0.0027	-0.0029	0.0188
Si	0.0019	0.0012	-0.0038
Si	0.0012	0.0024	0.0003
Si	-0.0047	0.0058	-0.005
Si	-0.0037	0.0024	-0.0028
Si	0.0047	-0.0004	0.0036
Si	0.0024	-0.0033	0.0002
Si	-0.0007	0.0007	0.0046
Si	0.001	-0.0007	-0.0004
Si	-0.0007	0.0009	0.0031
Si	0.0083	0.0104	-0.0057
Si	-0.0016	-0.0023	0.0042
Si	0.0012	0.0028	-0.0013
Si	-0.0042	0.0021	-0.0042
Si	-0.0046	0.0032	-0.0081
Si	-0.0039	-0.0023	-0.0056
Si	0.0057	0.0027	-0.0145
Si	0.001	0.0012	0.0004
Si	0.004	0.0007	-0.0039
Si	0.0015	-0.0015	-0.004
Si	0.0029	0.0008	0.0005
Si	0.0014	-0.0029	-0.0023
Si	0.0034	0.0008	0.0001
Si	-0.0021	-0.0039	-0.0022
Si	0.0001	-0.0013	0.0035
Si	-0.0016	0.0004	0.0043
Si	-0.0035	-0.0013	0.0036
Si	0.0026	-0.0006	-0.0006
Si	-0.003	-0.0002	-0.0055
Si	-0.0017	-0.0002	-0.0083
Si	-0.003	-0.003	-0.003
Si	0.0033	-0.0008	0.0029
Si	-0.002	-0.0015	0.0001
Si	-0.0289	-0.0039	-0.0147
Si	0.0006	0.0004	-0.0049
Si	-0.007	0.0009	-0.0018
Si	0.0004	-0.0003	-0.0013
Si	-0.0016	0.0019	0.0025
O	-0.0017	0.0006	0.0019
O	-0.0025	0	0.0029
O	-0.0008	-0.0002	0.0023
O	0.0003	-0.001	-0.0002
O	-0.0006	0.0011	0.0035
O	0.0021	-0.0015	-0.004
O	-0.001	-0.0016	0.0002
O	0	-0.0002	-0.0013
O	0.0008	-0.003	0.0035
O	0	-0.0005	0.0015
O	0.0038	-0.003	-0.0044
O	-0.0058	0.0009	-0.0002
O	0.0027	0	-0.0009
O	-0.002	-0.0031	-0.0018
O	0.0027	0.0012	0.0049
O	0.0095	-0.0107	-0.0038
O	0.0023	-0.0004	0.0006
O	0.0034	-0.0003	0.0009
O	-0.0007	-0.0049	0.0009
O	0.001	-0.0007	0.0002
O	0.0017	-0.0016	-0.0019
O	-0.0004	-0.0001	-0.0004
O	0.0036	0.0003	0.0017
O	0	0.0018	0.0012
O	0.0001	0.0008	0.0017
O	0.0023	0.0013	0.0001
O	-0.0029	0.0025	0.0054
O	0.0008	0.0008	-0.0001
O	-0.0006	0.0021	0.0048
O	-0.0006	0.0011	0.001
O	0.0033	0.0009	-0.0017
O	-0.0006	0.0024	-0.0022
O	-0.0027	0.0017	0.0011
O	0.0332	-0.0104	-0.0194
O	0.0008	0.0009	0.0007
O	0.0007	-0.0009	-0.0017
O	0.0017	-0.0031	0.0016
O	-0.002	-0.0014	-0.0014
O	0.0002	-0.0005	-0.0016
O	0.0034	-0.0059	-0.0022
O	-0.0005	0.0009	-0.0025
O	-0.0174	-0.007	-0.02
O	-0.0011	0.0025	-0.004
O	0.0014	0.0002	0.0058
O	0.0012	-0.0008	-0.0024
O	0.007	-0.0052	-0.0018
O	-0.0011	0.0023	0.0021
O	-0.0072	0.0004	0.0006
O	-0.0014	-0.0016	0.0066
O	-0.0005	-0.0015	0.0058
O	0.0058	0.0009	0.0105
O	0.0013	0.0009	-0.0034
O	0.0002	-0.0001	0.0024
O	0.0026	-0.0003	-0.0004
O	0.0014	0.0009	-0.0017
O	-0.0026	0.0003	-0.0025
O	0.0001	0.0237	0.0079
O	-0.0002	0.0015	0.0015
O	-0.0013	-0.0047	-0.003
O	-0.001	0.0015	-0.0001
O	0.0018	0.0007	-0.0008
O	-0.0119	0.0012	0.0114
O	-0.0012	-0.0019	0.0037
O	-0.0061	-0.0016	0.0005
O	0.0017	-0.0032	0.0006
O	0.0006	-0.0001	0.0003
O	0.0006	0.0006	0.0011
O	0.0007	-0.0007	-0.0017
O	0.0023	-0.0015	0.0032
O	-0.0006	0.0015	-0.0023
O	0.0021	0.0035	0.0009
O	0.0009	-0.0002	-0.0024
O	-0.0006	0.0003	-0.0017
O	-0.0008	-0.0006	0.0006
O	-0.0008	0.0004	0.0039
O	-0.0196	-0.0163	-0.0083
O	0.0006	0.0048	-0.0023
O	0.0004	-0.002	0.003
O	-0.0025	-0.0014	0.0015
O	-0.0005	-0.0004	-0.001
O	-0.0089	-0.0118	-0.0055
O	-0.0019	0.0013	0.0002
O	0.0043	0.0029	0.0008
O	0.0013	0.0006	-0.0018

The program warned: the cutoff lies below the one the program advises for these potential files; the forces do not sum to zero within the program's tolerance; the exchange-correlation potential is rough where the density is thin.
